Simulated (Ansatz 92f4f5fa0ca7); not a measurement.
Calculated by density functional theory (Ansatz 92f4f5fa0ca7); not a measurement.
Periodic cell of 234 atoms, Si134O100, from a study of silicon, its oxide and their interface. The atomic structure is a simulated model.

Settings: functional r2SCAN; potential files Ansatz norm-conserving; basis plane waves; wave-function cutoff 1300 eV; density cutoff ratio 4; exchange-correlation grid ratio 1; k mesh 2 x 2 x 1, shifted by 0.5 0.5 0.5 of a step; self-consistency stop 5e-08 eV per atom in the density residual; occupations Fermi-Dirac, 0.05 eV; spin none; net charge 0.

Cell vectors (angstrom)
a 11.5403 0 0
b 0 15.3871 0
c 1.2939 4.5904 22.3573

Atoms: element, x, y, z (angstrom)
Si -1.0676 1.8218 -0.3034
Si -0.718 4.936 -0.1175
Si -1.0411 9.521 -0.1694
Si -1.0696 12.6178 -0.1165
Si 2.8606 1.964 0.006
Si 3.0927 4.9569 0.4007
Si 2.7102 9.3941 0.1227
Si 2.6715 12.4771 -0.1433
Si 6.4039 0.6071 -0.3109
Si 6.9473 5.4209 -0.3474
Si 6.6834 9.9767 -0.1512
Si 6.6162 12.9734 0.2938
Si 0.8416 1.4496 1.1159
Si 1.0291 5.215 1.4376
Si 0.7801 9.1924 1.3661
Si 0.8252 12.9061 1.27
Si 4.7431 1.3077 1.2725
Si 5.1638 5.0974 1.3645
Si 4.7997 9.2059 1.2304
Si 4.5516 12.9489 1.3318
Si 8.4429 1.4461 0.9115
Si 8.7806 5.3184 1.1238
Si 8.5771 9.3195 1.1828
Si 8.6399 12.9737 1.3935
Si 0.948 3.2421 2.6526
Si 0.9263 7.2217 2.6411
Si 0.836 11.0799 2.7403
Si 0.8431 14.9218 2.5192
Si 4.924 3.1994 2.6494
Si 4.9288 7.1948 2.5549
Si 4.6842 11.0514 2.7289
Si 4.5952 14.8451 2.6687
Si 8.5739 3.3285 2.4459
Si 8.6781 7.2875 2.4847
Si 8.6035 11.0718 2.7257
Si 8.5809 15.0162 2.5028
Si -1.05 3.2579 3.8834
Si -1.0026 7.2322 3.9634
Si -1.0526 11.0648 4.104
Si -1.0817 14.9849 3.9145
Si 2.929 3.278 3.9539
Si 2.9399 7.2378 3.9059
Si 2.7592 11.0439 4.1053
Si 2.6932 14.9108 4.0097
Si 6.7887 3.316 3.9828
Si 6.8174 7.2738 3.9502
Si 6.6682 11.0673 4.0641
Si 6.6361 14.8774 3.8957
Si -1.1067 1.4445 5.3692
Si -0.9691 5.2021 5.1875
Si -0.9525 9.1177 5.4057
Si -1.1467 13.0691 5.296
Si 2.8445 1.4246 5.4009
Si 2.9644 5.2672 5.2308
Si 2.8274 9.0997 5.4312
Si 2.6896 13.0182 5.407
Si 6.5738 1.3873 5.2893
Si 6.7816 5.2925 5.2373
Si 6.7976 9.141 5.4439
Si 6.6957 13.025 5.3693
Si 0.871 1.3879 6.6733
Si 0.988 5.2627 6.5234
Si 0.8954 9.1272 6.8497
Si 0.6803 13.0359 6.7327
Si 4.7668 1.4796 6.8222
Si 4.8905 5.2953 6.6498
Si 4.8042 9.1726 6.7049
Si 4.7063 13.0991 6.6463
Si 8.4183 1.4484 6.6696
Si 8.682 5.1197 6.5709
Si 8.7709 9.1067 6.8416
Si 8.6136 13.0025 6.819
Si 0.933 3.3604 7.8743
Si 1.0366 7.0528 8.0568
Si 0.7499 11.184 8.1636
Si 0.6488 14.9302 8.1306
Si 4.8144 3.467 8.1847
Si 4.9658 7.2476 8.0102
Si 4.7838 11.1774 7.9431
Si 4.6197 14.9317 8.1498
Si 8.348 3.3295 8.0547
Si 9.0158 6.968 7.886
Si 8.7654 11.0734 8.2969
Si 8.4165 15.0062 8.0946
Si -1.0977 3.1892 8.9873
Si -0.7627 6.1951 9.41
Si -0.8956 11.2253 10.037
Si -1.3256 15.5525 9.4939
Si 2.7777 3.7674 9.34
Si 3.0347 6.8709 9.3202
Si 2.8055 11.5918 9.1284
Si 2.6068 14.6502 9.3918
Si 6.5189 4.0115 9.9098
Si 7.0896 6.9836 9.0932
Si 6.6834 11.3524 9.309
Si 6.5367 14.4992 9.501
Si -1.7358 13.6453 11.9557
Si 5.8867 7.46 13.2893
Si 4.5227 10.9748 13.1353
Si 7.3469 12.2786 13.5529
Si 8.0282 9.415 14.0476
Si 11.9438 10.7407 14.9563
Si 7.4866 12.4635 20.397
Si 13.1988 17.5782 14.1627
Si 5.5413 4.491 12.9275
Si 11.568 9.4017 12.3915
Si 7.249 9.0045 11.2399
Si 2.9874 16.9346 11.4689
Si 0.6458 4.128 20.0372
Si 6.1748 5.9933 17.0607
Si 8.9963 2.2247 15.571
Si 9.889 9.1219 16.5233
Si 12.8229 13.7462 15.0817
Si 2.9669 9.2634 11.3248
Si -0.9552 3.9924 17.3215
Si 14.763 9.9955 15.6426
Si -0.7228 0.2281 14.315
Si 9.0978 6.3911 16.7946
Si 3.7676 14.4198 16.9842
Si 5.3397 0.1072 12.0567
Si 3.361 13.4886 13.0607
Si 6.123 18.5258 15.7199
Si 10.1515 4.7769 14.6657
Si 11.5168 6.4987 12.4724
Si 5.6591 14.3464 14.7382
Si 2.4876 5.148 13.5938
Si 3.509 3.3418 19.5499
Si 2.9947 11.8387 18.2584
Si 9.1614 10.5218 19.1732
Si 5.5387 20.8193 19.8882
Si 4.5338 11.836 20.5927
Si 3.3803 17.3206 16.8393
Si 3.844 7.1334 15.2437
Si 12.0002 11.7305 20.027
O -0.8935 12.4902 11.1354
O -1.1878 0.9421 -1.696
O 13.0095 12.0314 18.776
O -0.8611 3.4128 -0.793
O -1.0811 8.5087 -1.4777
O 7.5672 6.8325 17.0572
O -1.1151 13.6808 -1.373
O -1.0108 11.0813 -0.7812
O 10.1629 7.6022 17.0492
O 9.8083 2.5903 16.9585
O 3.4873 6.1334 -0.6488
O 2.8769 3.5598 -0.4565
O 2.2989 8.4164 -1.1566
O 2.8524 10.8916 -0.5335
O 2.3846 13.0038 -1.6723
O 5.2395 14.6783 16.2742
O 5.5401 21.6665 18.5147
O 0.0969 3.8397 18.5249
O 5.9052 12.5324 20.1347
O 7.4055 4.9476 -1.9314
O 6.7691 9.3478 -1.6761
O 6.741 8.4392 14.2922
O 6.6527 14.3633 -0.6255
O 9.4395 0.7765 14.9773
O -0.9953 4.6006 9.873
O 1.6165 9.2644 12.1906
O 6.1106 7.9984 11.7901
O -1.0196 -0.9141 13.1883
O 8.3415 9.2847 12.4411
O 13.7917 17.2825 15.6587
O 11.7023 16.952 13.945
O 14.1122 16.877 13.0346
O 4.3772 13.4597 14.3213
O 2.9044 5.3244 9.8936
O 2.5601 18.313 10.7469
O 3.1805 7.8021 10.6692
O 2.8086 10.3587 10.1724
O 2.3201 15.698 10.6463
O 5.9096 3.5031 14.1584
O 8.4445 12.9036 12.5167
O 11.7081 14.8528 15.4381
O 7.8481 8.1671 10.0045
O 6.0481 3.831 11.5193
O 6.6446 10.3804 10.6466
O 6.3145 5.8923 13.2724
O 6.5846 12.8956 9.9137
O 6.5553 15.1888 11.033
O 4.3589 21.2725 20.8856
O 3.0303 2.9278 18.0495
O 9.1134 8.9192 15.121
O 6.8246 5.6281 9.9698
O 11.1448 7.9716 13.0797
O 3.9213 4.7559 12.9251
O 5.9625 11.7069 12.8873
O 3.3749 8.4381 16.0875
O 9.3204 3.3879 14.458
O 2.5017 13.9358 16.1011
O 7.4049 17.5359 15.8535
O 10.6988 5.32 13.2492
O 12.1007 12.3149 15.2733
O 8.1481 11.7871 19.0907
O 11.2069 10.0096 16.2089
O 9.5072 5.1445 17.759
O 5.1267 6.5316 15.983
O 5.0191 3.9518 19.4415
O 13.4282 13.9656 13.567
O -0.6508 9.8694 10.9731
O 4.2576 9.6842 12.2129
O 4.446 10.5229 14.7118
O -1.0824 17.1624 9.928
O -1.9069 14.8199 10.8506
O 6.9975 13.4379 14.6507
O 4.1491 -1.0276 11.9494
O 7.846 11.6027 21.7437
O 5.802 15.566 13.6415
O 13.4027 10.0858 14.7945
O 1.5445 6.0782 12.6482
O 11.118 6.7474 10.923
O 11.1878 10.5216 13.534
O 12.5448 10.574 21.0379
O 3.2807 11.9319 12.6736
O 6.6323 11.5839 -0.6142
O 6.4255 4.4269 16.6769
O 11.2454 4.5003 15.8861
O 3.0654 10.9558 16.9178
O 7.0093 20.995 20.5756
O 2.2626 4.2745 20.0245
O 10.6386 11.1389 19.3903
O 3.8255 11.0359 19.3801
O 4.8095 17.7225 16.2048
O 3.4155 15.8747 17.5836
O 9.0517 9.821 17.7164
O 2.7098 13.0614 9.9468
O 9.147 5.9207 15.2352
O 2.7256 5.9737 15.0076
O 1.6595 3.7908 13.9289
O 4.3386 7.5685 13.7632
O 3.8116 13.2533 18.1009
O 7.9166 11.0031 14.3827
O 4.616 16.8344 11.5052

Results
free energy: -62190.060 eV
free energy less fixed offsets of O -463.61, Si -117.95 eV per atom: -23.760 eV
pressure: -1.38 GPa
stress xx, yy, zz, yz, xz, xy (GPa, positive in tension): 0.6, 1.38, 2.15, 0.27, 0.01, 1.21

Forces (eV/angstrom), in the order of the atoms: element, x, y, z
Si -0.0204 0.346 -0.4234
Si 0.2867 -0.0825 -0.3608
Si -0.0293 0.1219 -0.5576
Si -0.1724 -0.043 -0.4833
Si -0.0174 0.074 -0.8638
Si 0.0853 0.1082 -0.8066
Si -0.0886 0.2078 -0.5862
Si 0.0791 -0.3172 -0.6599
Si -0.1799 -0.3343 -0.587
Si 0.2395 0.5886 -0.6078
Si -0.0686 0.4098 -0.4885
Si 0.0302 -0.0481 -0.731
Si 0.1009 0.0446 -0.2308
Si -0.1518 0.0435 -0.2139
Si -0.063 0.0195 -0.201
Si 0.022 -0.0323 -0.2571
Si -0.0056 0.0072 -0.1202
Si -0.2247 -0.0761 -0.1801
Si 0.0439 -0.1163 -0.2394
Si -0.0391 -0.0806 -0.2206
Si 0.1184 -0.078 -0.1798
Si 0.2315 -0.1098 -0.1978
Si -0.0916 -0.0686 -0.2561
Si 0.1963 -0.1473 -0.2688
Si -0.0862 -0.0982 0.2563
Si 0.0364 -0.0314 0.082
Si -0.0264 -0.086 0.1509
Si 0.0334 0.0938 0.0119
Si 0.2769 -0.015 0.2244
Si 0.1263 0.2916 -0.1657
Si -0.0993 -0.1973 0.1248
Si -0.0882 -0.1177 0.172
Si -0.0158 -0.1021 -0.1897
Si -0.0779 0.1454 -0.1547
Si 0.0738 -0.0151 0.2235
Si -0.0474 0.1531 0.0039
Si 0.2246 0.0784 -0.1824
Si -0.0416 -0.0382 0.069
Si -0.018 0.0289 -0.0806
Si -0.1164 -0.0333 -0.0025
Si -0.0336 -0.0036 -0.0196
Si -0.0823 -0.0576 0.176
Si 0.0302 0.0591 -0.0615
Si 0.2397 0.0116 0.0527
Si -0.2222 -0.1295 0.0401
Si -0.1316 -0.0732 0.1016
Si 0.0296 -0.0403 -0.0094
Si 0.0484 0.0627 -0.0259
Si 0.0548 0.0656 0.0506
Si -0.1007 -0.0558 -0.0222
Si -0.0246 0.1281 -0.1331
Si 0.1016 -0.0795 0.0767
Si -0.0991 -0.1021 -0.003
Si -0.101 -0.0092 0.043
Si 0.0928 -0.0068 -0.1567
Si -0.0528 -0.064 0.088
Si 0.2994 0.1202 0.0734
Si -0.0575 -0.0167 0.0513
Si 0.0048 0.0196 -0.1258
Si -0.0977 0.0453 0.1007
Si 0.1781 0.0676 -0.0982
Si 0.1521 -0.0165 -0.3218
Si -0.0385 -0.1069 0.2962
Si 0.017 0.1002 -0.134
Si -0.0547 0.0499 0.0256
Si 0.0028 0.1784 -0.0258
Si -0.0939 0.0131 -0.0117
Si 0.1096 0.1013 -0.2495
Si -0.1743 -0.2973 -0.0482
Si 0.0766 0.2219 -0.2751
Si -0.0054 0.0773 0.2424
Si -0.0133 0.0629 0.0771
Si 0.1452 -0.0158 0.1734
Si -0.0738 -0.0546 0.1724
Si -0.1264 -0.0313 0.0351
Si 0.0131 0.0149 0.4472
Si -0.1161 -0.0056 0.4421
Si 0.0104 -0.1407 0.2681
Si -0.0075 0.0283 0.0345
Si 0.1957 -0.1201 0.38
Si 0.0613 -0.0191 0.6524
Si -0.1899 -0.1802 0.2619
Si 0.1195 0.0076 0.1389
Si 0.012 -0.1032 0.2412
Si 0.2561 -0.1478 0.9749
Si 0.1606 0.0701 0.8416
Si 0.1535 -0.2317 0.0315
Si -0.0574 0.3262 0.1655
Si -0.2647 0.1756 0.4652
Si 0.1455 -0.0663 0.5831
Si -0.0244 0.0931 0.7274
Si -0.2953 -0.2623 0.3842
Si -0.5075 0.5424 0.0132
Si 0.2725 0.1613 0.0615
Si -0.1826 0.2935 0.7837
Si 0.1004 -0.1542 0.5655
Si -0.0647 0.2009 0.2837
Si -0.0427 -0.0078 0.3362
Si 0.0104 -0.0677 0.4809
Si 0.0506 -0.0644 0.5839
Si 0.1848 -0.0799 0.6001
Si 0.0584 0.0541 0.2566
Si -0.0635 0.0179 -0.4856
Si -0.2991 0.114 0.4499
Si 0.0793 0.0767 0.3789
Si -0.2174 0.1312 0.5606
Si 0.0756 0.0588 0.1384
Si -0.0788 0.0875 0.1439
Si 0.0824 -0.1 -0.1783
Si 0.1376 0.058 -0.1398
Si -0.0238 -0.092 0.0459
Si 0.1513 -0.1314 -0.0337
Si -0.1169 -0.0625 0.3834
Si 0.0977 -0.0362 0.0617
Si -0.0857 -0.0766 -0.0525
Si -0.0656 -0.0367 0.2414
Si 0.0393 0.2452 0.5305
Si 0.0524 0.1692 -0.0795
Si 0.0276 0.1111 0.2258
Si 0.0195 0.0436 0.2908
Si -0.1591 -0.0379 0.3258
Si 0.1259 -0.1877 0.177
Si -0.0904 0.0772 -0.279
Si -0.0402 -0.1769 0.2315
Si 0.1445 -0.1309 0.5427
Si -0.2259 0.0307 0.3511
Si 0.0622 -0.0117 -0.2424
Si 0.1863 0.0134 -0.2929
Si -0.0868 0.0346 -0.5676
Si -0.1599 0.037 -0.3358
Si -0.2724 -0.3549 -0.1918
Si -0.0337 -0.2991 -0.0014
Si -0.2183 0.0087 0.3251
Si 0.0443 0.0704 -0.2221
O -0.0928 -0.3776 -0.3772
O 0.127 -0.1268 0.2607
O -0.0871 -0.1132 0.4757
O -0.1846 0.0102 0.7305
O 0.0489 0.0218 0.2954
O -0.0354 -0.2864 -0.007
O 0.1641 -0.03 0.1572
O -0.0176 0.0662 0.8171
O -0.2984 0.0053 -0.1739
O 0.069 0.3154 -0.2687
O -0.1311 0.2561 -0.246
O 0.1191 -0.2365 0.9407
O 0.3796 -0.0221 0.265
O -0.1714 0.0424 0.6816
O 0.0225 0.1656 0.4183
O -0.2226 -0.1063 -0.3685
O 0.0923 -0.2878 0.2224
O 0.0507 0.1019 0.4407
O 0.163 -0.1459 0.2531
O -0.3019 0.2771 0.8451
O -0.1315 -0.2465 0.449
O -0.0213 -0.0419 -0.4864
O -0.0919 0.5687 0.7213
O 0.2061 0.1423 -0.1463
O -0.05 0.319 -0.6614
O 0.0722 0.0358 -0.2097
O 0.111 0.1666 0.0923
O -0.2365 -0.2994 -0.4028
O -0.3801 -0.0185 -0.281
O 0.0992 0.0873 -0.2183
O 0.122 -0.1677 -0.0169
O 0.1356 0.0446 -0.4963
O -0.0797 0.0862 -0.3609
O 0.001 -0.1079 -0.5199
O 0.2354 -0.0827 -0.256
O -0.1638 0.0271 -0.3213
O -0.0144 -0.0571 0.1649
O 0.2788 -0.0573 -0.3092
O -0.092 0.1648 -0.1856
O 0.1653 0.1402 -0.1777
O -0.0206 -0.0096 -0.4187
O -0.3701 -0.0692 0.1321
O 0.3619 -0.0981 -0.8561
O 0.1154 -0.0406 -0.298
O -0.2599 0.018 -0.2176
O 0.2001 -0.0011 -0.568
O -0.2029 -0.1137 -0.423
O 0.1192 0.0233 0.3638
O 0.1719 0.0891 0.4167
O -0.106 0.1139 -0.0665
O 0.0365 -0.3603 -0.1849
O 0.1516 0.0726 -0.4065
O 0.1928 -0.0372 -0.105
O -0.0355 0.0395 -0.1158
O 0.0731 0.0127 -0.3746
O 0.107 0.0534 0.3016
O 0.0687 0.0381 -0.1618
O 0.0538 0.2203 -0.1152
O 0.1164 0.1891 0.0281
O 0.106 -0.0862 -0.204
O 0.0004 -0.0947 0.5284
O -0.1257 -0.0022 -0.2184
O 0.1281 -0.0859 -0.2599
O 0.0242 -0.0371 -0.0102
O -0.1039 0.1968 0.1891
O 0.3616 -0.1407 -0.0751
O -0.1182 0.3397 -0.1669
O -0.2074 0.1312 -0.1115
O -0.1386 0.0664 -0.4521
O -0.1212 -0.1467 -0.8689
O 0.2323 -0.093 -0.0864
O -0.237 -0.0318 -0.3831
O 0.2753 0.0836 0.2133
O 0.0091 -0.274 -0.1228
O -0.2201 -0.2352 -0.5012
O -0.0351 0.046 -0.0431
O -0.0289 0.0093 -0.0643
O -0.1305 -0.0484 -0.2578
O 0.1997 -0.2227 -0.2342
O -0.2706 -0.0655 0.1146
O 0.2242 0.0196 -0.0406
O 0.0424 -0.3516 0.8112
O -0.1183 0.1503 -0.0714
O -0.499 -0.0674 0.0446
O -0.0309 0.0964 0.1039
O 0.1258 -0.0761 0.4979
O -0.0781 -0.1247 0.0189
O -0.0593 -0.0612 0.2117
O 0.0523 0.4 0.2738
O -0.0582 0.1238 -0.0003
O 0.0691 0.0187 -0.3295
O 0.1484 0.078 0.3997
O 0.0231 0.0977 -0.8792
O 0.2166 -0.1975 0.188
O 0.1793 0.0261 -0.364
O 0.2145 -0.0502 -0.1676
O 0.1976 -0.1057 -0.1077
O -0.178 -0.197 -0.0645
O -0.1334 0.0044 -0.4224
O -0.1432 -0.1334 -0.0444

The program warned: the forces do not sum to zero within the program's tolerance.
